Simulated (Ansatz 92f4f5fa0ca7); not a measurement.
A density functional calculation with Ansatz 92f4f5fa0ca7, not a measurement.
Periodic cell of 179 atoms, Si99O80, from a study of silicon, its oxide and their interface. The atomic structure is a simulated model.

Settings: functional PBE; potential files Ansatz PAW; basis plane waves; wave-function cutoff 700 eV; density cutoff ratio 5; exchange-correlation grid ratio 2; k mesh 2 x 2 x 1, shifted by 0.5 0.5 0.5 of a step; self-consistency stop 5e-08 eV per atom in the density residual; occupations Fermi-Dirac, 0.05 eV; spin none; net charge 0.

Cell vectors (angstrom)
a  11.5983  0  0
b  0  11.5983  0
c  -0.7609  2.3752  23.2906

Atoms: element, x, y, z (angstrom)
Si  3.4245  1.7188  2.1978
Si  5.8257  4.3818  -0.0069
Si  5.4514  8.1287  0.7342
Si  7.4878  1.2194  0.9467
Si  7.8229  4.8489  1.1423
Si  8.9456  8.3301  0.0601
Si  2.61  7.3072  16.7495
Si  0.3436  7.3855  0.0446
Si  -0.2781  12.1582  -0.167
Si  8.7085  1.6412  -1.6439
Si  7.5682  7.1873  1.567
Si  9.2326  10.3653  1.1929
Si  1.0587  1.6237  2.326
Si  1.166  5.6117  2.4165
Si  1.4825  9.1506  2.3329
Si  4.8001  2.2305  0.3032
Si  3.5281  5.6062  2.4757
Si  3.9238  9.2449  2.2761
Si  8.1742  3.435  3.0499
Si  8.1841  7.9315  3.7212
Si  8.4733  10.3112  3.4813
Si  0.5553  3.5995  3.4974
Si  0.7031  7.4272  3.8081
Si  0.7026  11.1696  3.4385
Si  4.13  3.5652  3.5416
Si  4.238  7.4547  3.8053
Si  4.2612  11.3212  3.3599
Si  6.2884  3.5121  4.5988
Si  6.2585  7.4477  5.0313
Si  6.3745  11.1613  4.4551
Si  -1.51  3.5724  4.6265
Si  -1.4091  7.4004  4.9028
Si  -1.2919  11.1199  4.7438
Si  2.357  3.621  5.0945
Si  2.46  7.3638  5.3498
Si  2.4874  11.2094  5.0158
Si  6.3368  1.4556  5.8657
Si  6.2915  5.3682  6.1714
Si  6.1924  9.5258  6.1666
Si  -1.385  1.584  5.9701
Si  -1.3384  5.4496  6.24
Si  -1.4986  9.3425  6.2395
Si  2.479  1.6247  6.2752
Si  2.4966  5.3882  6.673
Si  2.3599  9.3485  6.5583
Si  8.2466  1.5256  7.2627
Si  8.2719  5.4682  7.4802
Si  8.117  9.4848  7.5788
Si  0.4886  1.6416  7.5273
Si  0.5192  5.529  7.9626
Si  0.2377  9.3697  7.7478
Si  4.505  1.4758  7.4608
Si  4.5783  5.2489  7.8884
Si  4.425  9.3352  7.7381
Si  7.9027  3.4293  8.6119
Si  7.5814  7.4481  8.6207
Si  1.8085  3.8335  11.7028
Si  -1.4714  0.4173  10.303
Si  6.0111  3.2327  17.1294
Si  6.2974  9.4172  13.7492
Si  2.0947  -1.3326  10.0689
Si  5.5147  3.1755  8.8081
Si  6.6243  7.7277  11.2999
Si  4.2389  4.2587  13.4257
Si  5.23  7.3499  8.7989
Si  4.0696  11.2517  9.06
Si  8.2477  -0.1596  8.9825
Si  9.6711  2.8658  10.1429
Si  5.5233  12.3548  10.4849
Si  0.3312  -0.2422  8.9167
Si  0.2476  3.4444  9.0993
Si  -0.5926  11.606  12.5345
Si  0.498  3.5083  20.7988
Si  -0.096  6.2987  12.0547
Si  4.3912  11.7053  13.346
Si  1.3152  0.9384  16.9296
Si  6.0781  7.8846  20.456
Si  6.0997  2.0977  19.8397
Si  1.6453  10.6119  12.3517
Si  0.6429  7.6435  9.3683
Si  -0.4347  3.139  17.972
Si  7.0466  3.9253  14.3458
Si  1.6115  9.7951  18.2144
Si  -0.3895  13.898  13.2604
Si  -0.1962  6.1581  17.6127
Si  12.8386  8.1248  14.2073
Si  1.4938  8.9503  21.1923
Si  6.0219  10.8849  21.2406
Si  6.0213  6.4873  13.8527
Si  9.0409  10.6196  14.8555
Si  -0.2017  6.4796  20.693
Si  9.6323  3.8019  12.375
Si  4.8329  5.8897  18.3755
Si  3.5964  8.5127  23.6367
Si  10.8986  8.8152  16.4806
Si  3.7152  13.7896  15.4343
Si  10.2696  1.4036  15.9798
Si  3.5473  3.8836  20.4493
Si  8.5542  6.8765  21.6079
O  5.8721  1.1079  0.9357
O  -1.2582  7.5016  -0.0978
O  10.1142  1.0434  -1.1289
O  7.8117  2.1209  -0.3724
O  10.7247  10.9743  0.7885
O  0.2696  13.3268  0.8342
O  0.6697  5.9841  0.8499
O  0.917  8.7004  0.8269
O  8.0534  -0.2563  0.5886
O  8.1252  1.8813  2.3073
O  9.009  3.0419  -2.4123
O  7.9106  7.6228  10.2903
O  1.1561  5.3169  11.714
O  4.9288  10.2732  13.9152
O  7.0346  11.8489  10.0759
O  2.0075  8.5276  9.8485
O  10.152  5.3858  12.2768
O  1.5642  3.2426  10.1986
O  4.504  5.8582  13.7086
O  1.1111  2.8537  12.823
O  5.3239  2.4121  10.3101
O  2.8141  11.6368  12.9558
O  7.9392  0.527  -2.5323
O  5.6606  7.1281  19.0578
O  4.6065  2.7272  20.021
O  8.2212  6.9948  23.2017
O  4.4156  1.8202  -1.2532
O  8.306  8.4547  -1.4573
O  2.6328  8.8205  17.3821
O  6.6166  2.2761  18.2984
O  6.0024  7.9807  14.491
O  0.2461  9.7445  21.8521
O  -0.6669  6.3379  19.148
O  5.786  8.8277  -0.7827
O  5.1959  7.5788  10.4855
O  6.7225  6.5029  12.3741
O  5.6289  9.4703  20.4783
O  6.9865  3.1665  15.8063
O  8.3392  3.5984  13.4177
O  6.9623  5.5159  14.7632
O  -0.2461  7.2982  10.7601
O  -1.4396  7.1367  21.5031
O  5.9862  0.5184  20.1761
O  0.9653  2.3236  17.7225
O  11.8571  7.0624  13.4529
O  0.2635  5.0436  21.3006
O  5.7341  3.5774  13.4168
O  -0.4508  4.5973  17.2284
O  1.3909  6.4693  17.4421
O  3.8404  5.1858  19.4869
O  11.6521  9.3883  17.8334
O  1.8687  9.143  13.1147
O  2.3934  7.3807  15.1229
O  4.6224  1.2149  14.5111
O  3.3788  15.1904  14.6532
O  8.9826  12.1438  15.4905
O  -0.5746  3.237  19.5867
O  -0.089  0.364  16.308
O  5.3194  12.0789  12.0685
O  3.3981  3.9977  12.0563
O  0.9252  11.7418  -1.2226
O  4.5392  2.6083  16.7745
O  7.7058  7.9227  20.6774
O  9.5489  9.6038  16.0432
O  11.9518  8.9924  15.2565
O  5.8304  4.7555  17.7282
O  6.6382  9.123  12.1683
O  6.1737  4.6034  -1.6509
O  9.9945  10.6687  13.5322
O  1.0981  7.4256  20.794
O  3.9811  6.5227  17.1292
O  1.9394  -0.2468  17.8409
O  2.3753  12.9625  15.7888
O  10.5453  7.221  16.7066
O  2.6877  8.8504  22.2738
O  10.894  2.4483  14.8851
O  2.018  3.3409  20.2322
O  1.908  9.6967  19.8084
O  9.9292  2.2768  17.3237
O  7.5309  10.1832  14.46

Results
free energy: -108441.541 eV
free energy less fixed offsets of O -569.03, Si -635.61 eV per atom: 6.249 eV
pressure: -0.53 GPa
stress xx, yy, zz, yz, xz, xy (GPa, positive in tension): 0.18, 0.77, 0.62, -0.04, -0.07, 0.37

Forces (eV/angstrom), in the order of the atoms: element, x, y, z
Si  0.3924  -0.048  -0.013
Si  -0.4424  0.034  -0.7462
Si  0.2008  0.2061  -0.3804
Si  -0.1249  0.093  -0.2105
Si  0.5431  0.2981  -0.604
Si  -0.0744  -0.3965  -0.0662
Si  0.0073  -0.0587  0.1699
Si  0.1438  -0.1735  0.1115
Si  0.068  0.1805  -0.3671
Si  0.1027  -0.0438  -0.5426
Si  -0.2411  0.1288  0.1112
Si  -0.1872  -0.0886  0.0819
Si  -0.1636  0.2689  -0.4099
Si  -0.0484  0.096  -0.3333
Si  -0.0189  -0.1094  -0.1691
Si  -0.2793  -0.2764  -0.2852
Si  0.295  -0.0863  -0.0027
Si  -0.032  -0.0448  0.1709
Si  -0.2316  -0.3898  0.2861
Si  0.083  -0.0811  -0.0245
Si  -0.0983  0.0278  0.0647
Si  0.0474  0.0835  0.2362
Si  -0.124  0.0718  0.1239
Si  0.1199  -0.2888  0.1372
Si  0.0356  0.1682  -0.0168
Si  0.0569  0.0261  0.0244
Si  -0.1086  -0.105  0.0706
Si  -0.2556  0.1093  0.0253
Si  -0.0826  0.0178  -0.1427
Si  -0.0317  0.0875  -0.1199
Si  0.2234  0.03  0.1892
Si  -0.0042  0.1052  -0.1085
Si  -0.0348  0.0866  -0.0366
Si  0.0374  0.0246  -0.2333
Si  0.1404  -0.028  0.0291
Si  0.1814  -0.0594  -0.0799
Si  0.1452  -0.1856  -0.0312
Si  0.2209  -0.0685  -0.1309
Si  -0.0515  -0.1753  0.1504
Si  0.0441  -0.0957  0.0601
Si  0.0273  -0.0103  0.0432
Si  0.0291  -0.1468  0.2768
Si  -0.1095  0.0614  0.0487
Si  0.0723  -0.0346  -0.0356
Si  -0.044  0.2052  0.0096
Si  -0.0395  0.0549  -0.0515
Si  -0.2395  -0.1499  0.1322
Si  0.0438  0.0651  -0.2046
Si  0.0948  0.0595  -0.1303
Si  -0.0428  0.0324  -0.0366
Si  -0.0991  -0.4028  -0.0642
Si  -0.1987  -0.1693  -0.4419
Si  0.0707  -0.0822  -0.0999
Si  0.0914  0.066  -0.134
Si  0.3983  -0.0147  -0.2418
Si  0.5043  -0.064  0.1816
Si  0.0118  -0.0964  0.2375
Si  0.0084  0.1942  0.0488
Si  -0.0978  0.0764  0.1128
Si  -0.139  -0.2941  0.1808
Si  0.095  -0.1538  -0.3078
Si  -0.2156  -0.0763  0.4311
Si  -0.0178  -0.0474  0.431
Si  0.0723  0.1565  0.4742
Si  -0.3126  0.2596  0.1944
Si  0.1092  -0.276  -0.1586
Si  -0.1843  0.3009  0.2884
Si  0.0745  0.0439  0.2542
Si  0.0886  0.086  0.1544
Si  -0.1197  0.2943  0.2593
Si  0.1972  -0.1565  0.319
Si  -0.5452  -0.3203  0.3111
Si  0.0034  0.1674  -0.331
Si  -0.0553  -0.428  0.1711
Si  0.4162  -0.1117  0.2641
Si  0.104  0.1297  0.2043
Si  0.057  -0.0052  -0.3137
Si  -0.0669  0.181  -0.2553
Si  0.5309  -0.332  0.4115
Si  -0.3923  0.276  -0.2344
Si  0.0465  0.1466  0.0299
Si  -0.0816  0.1839  0.3261
Si  0.0565  0.0039  -0.1474
Si  -0.1867  0.3433  0.1028
Si  0.0476  -0.0181  0.0496
Si  0.1159  -0.1332  0.5634
Si  0.1374  -0.3  -0.2655
Si  -0.0923  0.0018  -0.1751
Si  -0.0644  -0.0108  0.2628
Si  -0.2661  0.1012  0.3226
Si  0.034  -0.1305  -0.249
Si  0.0282  -0.3334  -0.0817
Si  -0.027  -0.1679  -0.1332
Si  -0.3659  0.0766  -0.2992
Si  0.0852  -0.0976  0.1544
Si  0.0312  0.2445  0.2789
Si  -0.0444  0.0633  0.3532
Si  -0.0139  0.0127  -0.4448
Si  0.1667  -0.0535  -0.5208
O  0.0018  0.0837  0.204
O  0.0011  0.0468  -0.1058
O  0.0987  0.0004  0.1417
O  -0.0717  0.0301  0.2829
O  0.066  -0.1244  0.1586
O  0.1772  -0.1569  0.3519
O  0.0618  0.0595  0.2088
O  0.0245  0.1037  0.191
O  -0.0816  0.1826  -0.0131
O  0.0586  0.2051  0.1124
O  -0.0426  -0.005  0.2556
O  -0.2881  -0.0249  -0.3919
O  0.0463  0.1535  0.0355
O  -0.0282  0.1031  -0.1313
O  -0.0258  -0.0484  -0.3246
O  0.0582  0.4245  0.2221
O  -0.0514  0.1423  0.1419
O  -0.4402  -0.139  -0.467
O  0.0288  -0.1125  -0.1033
O  0.1344  -0.014  -0.1152
O  0.1016  -0.1644  -0.2434
O  -0.5463  -0.1507  -0.1964
O  0.111  0.1271  0.2605
O  0.087  0.1502  0.2576
O  -0.0445  0.0093  0.177
O  -0.4841  0.1788  0.6065
O  0.1585  0.1872  0.552
O  0.239  -0.0132  0.2404
O  -0.0445  0.0168  0.062
O  0.0235  -0.0236  0.0949
O  0.0216  0.0797  -0.135
O  -0.2706  0.1363  0.1601
O  0.0154  0.0306  0.105
O  -0.2281  -0.1616  0.4089
O  0.2125  -0.0107  -0.4244
O  -0.0132  0.1164  -0.1902
O  -0.0228  0.1313  0.2171
O  0.0486  0.0108  -0.2227
O  0.413  0.1368  -0.2689
O  -0.0128  -0.1023  -0.1787
O  0.2075  0.2779  -0.3144
O  -0.1827  0.0614  0.1833
O  0.0154  -0.2829  0.1555
O  -0.0265  -0.0699  -0.09
O  -0.1011  -0.0396  -0.3227
O  -0.0595  -0.0579  0.1464
O  -0.0181  -0.0602  -0.1631
O  0.0081  -0.0834  0.0324
O  -0.0044  0.0039  -0.0673
O  -0.0085  -0.0491  0.1643
O  -0.0494  0.0167  0.0411
O  -0.0913  0.4538  -0.2639
O  -0.1498  0.0708  -0.2403
O  -0.0051  -0.2034  -0.2914
O  0.0129  -0.0106  -0.1818
O  0.1021  -0.1266  -0.1497
O  0.0626  -0.0124  0.143
O  -0.0756  -0.0314  -0.2111
O  -0.0157  0.0713  0.2107
O  -0.1395  -0.0863  -0.2359
O  -0.0731  -0.0304  0.3088
O  -0.0531  -0.0392  -0.1532
O  0.0135  -0.0238  0.2127
O  -0.0495  0.0681  -0.1705
O  0.006  0.0678  -0.2269
O  0.0001  0.0565  0.007
O  0.0323  0.0086  -0.1422
O  0.0502  -0.2117  0.4767
O  0.4534  0.1793  -0.3876
O  0.0376  0.1119  0.1086
O  -0.0616  0.0328  -0.022
O  -0.0703  -0.0242  -0.0101
O  -0.0477  -0.0598  -0.1343
O  0.0223  0.1107  -0.0622
O  0.2612  -0.0754  0.2571
O  0.0652  -0.1582  -0.1961
O  -0.0076  -0.0263  0.1083
O  0.0006  -0.0096  0.2018
O  0.0327  -0.1344  -0.1183
O  0.1726  0.1086  -0.0548

The program warned: the cutoff lies below the one the program advises for these potential files.
